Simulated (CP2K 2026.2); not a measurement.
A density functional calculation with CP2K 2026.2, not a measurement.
Periodic cell of 444 atoms, Si328O116, from a study of silicon, its oxide and their interface. The atomic structure is a simulated model.
Doubt: the forces sum to 2.45 eV/angstrom along one axis rather than to zero, so they err by at least 0.0055 eV/angstrom per atom on average; the grid cutoff is modest.

Settings: functional PBE; method Gaussian and plane waves; basis set DZVP-MOLOPT-SR-GTH; pseudopotentials GTH-PBE; grid cutoff 350 Ry, relative cutoff 50 Ry; k points Gamma only; occupations fixed; spin none; net charge 0.

Cell vectors (angstrom)
a 16.4025 0 0
b 0 16.4025 0
c 0 0 30.4769

Atoms and the computed forces on them: element, x, y, z (angstrom), force x, y, z (eV/angstrom)
Si 15.949 16.371 0.047 0.02 -0.125 -0.21
Si 2.684 2.667 0.298 -0.079 0.105 -0.345
Si 0.399 4.812 30.41 0.263 -0.166 0.028
Si 2.894 8.258 30.452 0.04 -0.127 -0.004
Si 16.073 11.482 0.274 -0.219 0.167 -0.126
Si 2.848 13.307 30.385 -0.4 0.6 -0.187
Si 4.942 0.45 30.379 0.031 0.08 -0.352
Si 8.446 2.72 30.326 -0.143 0.069 -0.145
Si 4.896 5.811 0.023 0.058 -0.193 -0.135
Si 8.08 8.541 30.111 0.052 0.084 0.343
Si 5.839 10.901 29.921 0.109 0.337 0.417
Si 8.559 13.468 0.072 -0.032 0.038 -0.201
Si 11.519 15.684 30.455 -0.18 0.008 -0.28
Si 13.738 2.172 30.468 -0.04 0.03 0.023
Si 10.921 5.654 30.438 0.34 -0.111 -0.02
Si 14.047 8.378 30.369 0.005 0.062 0.033
Si 10.753 11.396 0.516 0.085 -0.065 -0.397
Si 13.726 13.556 0.642 0.019 -0.356 -0.44
Si 1.253 1.166 1.382 -0.189 -0.045 -0.359
Si 4.016 4.166 1.516 0.071 0.152 -0.232
Si 1.314 6.818 1.158 0.097 -0.208 -0.191
Si 4.173 9.794 1.223 0.268 -0.231 -0.344
Si 1.268 12.594 1.554 0.106 -0.151 -0.227
Si 4.084 14.99 1.211 -0.101 0.066 -0.204
Si 6.848 1.41 1.151 -0.154 0.055 -0.133
Si 9.408 4.354 1.293 0.255 -0.22 0.068
Si 6.799 6.927 1.056 -0.168 0.123 -0.173
Si 9.559 9.54 1.329 0.008 0.046 -0.341
Si 6.832 12.315 1.201 0.109 0.065 -0.448
Si 9.683 15.011 1.412 0.148 -0.058 -0.409
Si 12.236 1.142 1.443 0.193 -0.044 -0.235
Si 15.048 3.847 1.258 0.042 -0.074 -0.246
Si 12.582 6.814 1.225 -0.141 0.133 -0.298
Si 15.059 9.737 1.497 -0.09 0.022 -0.268
Si 12.254 12.393 1.982 -0.185 -0.102 -0.316
Si 14.989 15.104 1.769 0.118 -0.01 -0.261
Si 16.364 2.597 2.771 -0.142 -0.051 0.022
Si 2.704 16.279 2.714 -0.036 -0.132 -0.06
Si 0.026 8.194 2.659 0.008 -0.064 0.056
Si 2.639 5.555 2.755 -0.167 0.112 0.138
Si 0.004 13.807 3.05 0.035 -0.032 0.053
Si 2.732 11.05 2.693 0.006 0.011 -0.138
Si 5.539 2.782 2.658 0.107 0.031 0.091
Si 8.193 0.048 2.612 0.052 -0.067 0.009
Si 5.488 8.277 2.605 -0.121 0.228 -0.283
Si 8.066 5.638 2.662 0.002 0.026 -0.132
Si 5.499 13.705 2.613 0.088 -0.095 0.017
Si 8.145 10.928 2.693 -0.003 -0.097 -0.073
Si 10.842 2.791 2.616 0.073 -0.089 -0.222
Si 13.577 0.02 3.019 -0.198 0.123 0.024
Si 11.04 8.155 2.621 -0.051 -0.025 -0.167
Si 13.781 5.374 2.644 0.181 0.048 -0.034
Si 10.828 13.792 3.063 0.093 0.132 0.329
Si 13.665 10.9 2.998 0.031 -0.14 0.176
Si 1.326 4.074 4.076 -0.051 0.134 0.004
Si 4.105 1.366 3.988 0.154 -0.078 -0.025
Si 1.411 9.577 4.047 -0.039 -0.009 -0.091
Si 4.102 6.914 4.036 -0.008 -0.108 -0.092
Si 1.437 15.104 4.313 -0.062 -0.06 -0.049
Si 4.14 12.356 4.069 -0.115 0.057 -0.081
Si 6.819 4.186 4.056 -0.058 -0.128 0.055
Si 9.522 1.422 4.049 -0.044 0.071 -0.121
Si 6.815 9.565 4.093 0.02 0.046 -0.132
Si 9.573 6.874 4.006 0.093 0.021 0.094
Si 6.851 15.057 4.023 0.039 -0.012 -0.024
Si 9.462 12.27 4.193 0.001 0.034 -0.139
Si 12.299 4.084 4.014 -0.035 0.033 -0.058
Si 15.008 1.385 4.267 0.038 -0.009 -0.099
Si 12.246 9.486 4.185 0.166 -0.022 0.006
Si 15.079 6.795 4.05 -0.051 0.056 -0.01
Si 12.254 15.07 4.381 -0.134 0.147 -0.051
Si 15.046 12.317 4.283 0.021 -0.039 -0.075
Si 0.019 0.022 10.94 -0.048 -0.022 0.002
Si 2.756 2.764 10.958 -0.005 -0.056 0.001
Si 0.013 5.481 10.959 -0.003 -0.012 -0.006
Si 2.736 8.172 10.962 -0.011 0.023 -0.001
Si 16.402 10.894 10.943 -0.002 0.015 0.002
Si 2.736 13.665 10.954 -0.006 0.011 0.012
Si 5.457 0.036 10.956 -0.002 -0.026 0.005
Si 8.17 2.77 10.954 -0.01 -0.024 0.002
Si 5.457 5.465 10.954 0.007 0.008 -0.006
Si 8.173 8.168 10.96 0.03 0.002 0.01
Si 5.447 10.911 10.96 0.018 0.038 -0.003
Si 8.166 13.672 10.943 0.027 0.025 -0.003
Si 10.897 0.024 10.933 0.029 -0.014 -0.002
Si 13.664 2.763 10.96 -0.007 0.006 0.002
Si 10.909 5.471 10.969 0.026 -0.005 0.004
Si 13.665 8.173 10.951 0.006 0.022 0.011
Si 10.906 10.893 10.926 0.021 0.017 -0.011
Si 13.661 13.652 10.917 0.006 -0.017 -0.007
Si 1.394 1.387 12.315 0.016 0.028 -0.003
Si 4.107 4.119 12.36 0.031 0.037 0.007
Si 1.385 6.812 12.357 -0.065 -0.012 0.017
Si 4.1 9.529 12.337 -0.019 0.028 0
Si 1.378 12.261 12.294 -0.045 0.016 -0.013
Si 4.096 15.053 12.304 -0.018 -0.017 -0.008
Si 6.801 1.419 12.328 0.043 -0.028 -0.001
Si 9.532 4.121 12.342 0.055 0 -0.011
Si 6.814 6.805 12.353 -0.004 0.009 -0.005
Si 9.546 9.528 12.318 0.023 0.035 0.003
Si 6.807 12.293 12.307 -0.014 -0.039 -0.013
Si 9.522 15.06 12.289 -0.027 -0.057 0
Si 12.271 1.394 12.295 -0.006 -0.054 -0.002
Si 15.046 4.127 12.322 -0.01 -0.031 -0.005
Si 12.3 6.814 12.328 -0.023 0.006 -0.013
Si 15.049 9.516 12.317 -0.05 0 0.005
Si 12.294 12.258 12.262 0.016 0.065 -0.014
Si 15.04 15.033 12.268 0.03 0.009 -0.004
Si 0.046 2.783 13.666 -0.092 0.001 -0.02
Si 2.759 0.017 13.69 -0.002 -0.056 0.022
Si 0.008 8.165 13.724 0.043 0.04 0
Si 2.751 5.467 13.762 0.001 -0.036 -0.033
Si 0.007 13.646 13.617 -0.034 -0.025 0.007
Si 2.73 10.898 13.69 0.032 0.017 -0.004
Si 5.466 2.767 13.756 -0.035 -0.031 -0.008
Si 8.168 0.047 13.665 0.002 0.017 0
Si 5.441 8.153 13.731 0.035 0.001 -0.013
Si 8.159 5.442 13.755 -0.002 -0.023 0.006
Si 5.446 13.676 13.662 0.021 0.026 0.027
Si 8.146 10.889 13.658 -0.029 0.121 -0.014
Si 10.919 2.762 13.688 -0.023 0.019 0.009
Si 13.664 0.013 13.608 -0.015 -0.007 0.002
Si 10.908 8.147 13.691 0.063 -0.034 -0.005
Si 13.685 5.477 13.711 0.014 0.015 0.029
Si 10.898 13.637 13.572 0.089 -0.02 -0.009
Si 13.651 10.878 13.639 0.019 0.004 0.013
Si 1.383 4.104 15.129 0.038 -0.031 0.053
Si 4.096 1.39 15.105 0.039 0.059 0.025
Si 1.399 9.515 15.083 -0.091 -0.056 0.073
Si 4.107 6.81 15.172 0.038 0.018 0.086
Si 1.395 14.987 14.985 -0.057 0.011 -0.011
Si 4.101 12.286 15.029 -0.042 -0.006 0.031
Si 6.814 4.097 15.199 0.04 0.102 0.069
Si 9.516 1.424 15.047 -0.005 0.013 0.029
Si 6.801 9.528 15.074 0 0.003 0.025
Si 9.535 6.808 15.099 0.045 0.052 0.083
Si 6.779 15.093 15.007 -0.037 -0.039 -0.026
Si 9.54 12.276 14.944 -0.04 -0.036 -0.074
Si 12.309 4.112 15.06 -0.046 -0.036 0.013
Si 15.057 1.395 14.942 0.082 -0.01 -0.06
Si 12.303 9.497 15.027 0.032 0.023 0.043
Si 15.061 6.806 15.129 -0.097 -0.088 0.063
Si 12.26 15.018 14.898 -0.086 -0.066 -0.036
Si 15.04 12.257 14.952 0.067 0.055 -0.024
Si 16.384 16.366 16.243 -0.025 0.105 0.142
Si 2.694 2.683 16.518 -0.016 0.07 0.104
Si 0.076 5.493 16.548 -0.078 -0.02 -0.079
Si 2.752 8.19 16.557 -0.035 0.122 -0.004
Si 0.013 10.93 16.356 -0.025 -0.057 0.014
Si 2.752 13.651 16.406 0.044 -0.035 0.042
Si 5.469 0.041 16.476 0.011 -0.076 -0.022
Si 8.189 2.716 16.582 0.11 -0.16 0.04
Si 5.43 5.439 16.617 -0.019 -0.078 0.127
Si 8.148 8.167 16.478 -0.021 -0.107 0.029
Si 5.441 10.922 16.419 0.031 -0.033 0.066
Si 8.216 13.728 16.239 -0.078 -0.049 0.078
Si 10.939 0.014 16.26 -0.069 -0.062 -0.026
Si 13.769 2.765 16.349 -0.02 0.084 -0.023
Si 10.913 5.433 16.462 0.088 -0.028 0.048
Si 13.672 8.179 16.482 -0.025 -0.023 0.148
Si 10.806 10.804 16.283 0.048 0.171 0.042
Si 13.571 13.584 16.207 0.062 0.024 0.124
Si 1.309 1.171 17.777 -0.122 -0.153 0.113
Si 4.008 4.026 18 0.05 0.095 0.007
Si 1.389 6.885 18.016 0.119 -0.092 0.067
Si 4.078 9.641 17.926 0.024 -0.012 0.072
Si 1.379 12.262 17.751 -0.039 -0.133 0.096
Si 4.098 15.038 17.787 0.002 0.069 0.052
Si 6.827 1.295 17.988 -0.012 0.241 0.085
Si 9.671 4.033 17.938 -0.041 0.138 0.016
Si 6.842 6.848 17.972 0.017 0.014 0.1
Si 9.516 9.526 17.825 0.005 0.007 0.016
Si 6.922 12.337 17.591 0.11 0.025 -0.104
Si 9.519 15.125 17.614 -0.05 0.158 0.003
Si 12.426 1.287 17.543 -0.133 -0.055 0.019
Si 15.122 4.052 17.837 -0.013 -0.072 0.16
Si 12.248 6.798 17.859 -0.025 0.008 0.04
Si 15.079 9.628 17.79 0.042 0.15 -0.094
Si 12.153 12.208 17.521 0.016 -0.108 -0.214
Si 14.933 15.006 17.472 0.028 0.014 -0.144
Si 16.362 2.471 19.216 0.022 -0.094 0.242
Si 2.542 16.093 19.249 -0.088 -0.002 0.349
Si 0.223 8.554 19.295 -0.19 0.044 0.466
Si 2.678 5.446 19.483 0.075 -0.145 0.246
Si 16.188 13.605 18.778 -0.063 0.018 0.405
Si 2.797 11.145 19.35 0.079 0.151 0.358
Si 5.267 2.492 19.396 -0.006 0.091 0.248
Si 8.362 16.378 19.295 0.113 -0.195 0.293
Si 5.475 8.345 19.36 0.066 0.071 0.318
Si 8.153 5.305 19.34 -0.162 0.03 0.238
Si 5.686 13.757 18.933 0.01 0.106 0.348
Si 8.213 11.063 19.071 -0.01 0.204 0.308
Si 11.327 2.612 19.047 0.327 0.191 0.079
Si 13.648 16.287 18.932 0.07 0.092 0.504
Si 10.736 8.083 19.276 -0.049 -0.146 0.188
Si 13.842 5.565 19.156 0.075 -0.145 0.363
Si 10.857 13.67 18.763 -0.034 -0.114 0.494
Si 13.411 10.863 18.938 0.029 -0.081 0.295
Si 1.505 3.584 20.623 0.005 -0.05 -0.142
Si 3.606 1.169 20.761 -0.053 0.042 -0.128
Si 1.65 9.948 21.115 0.353 0.061 -0.371
Si 4.377 6.725 20.783 -0.104 -0.034 -0.134
Si 0.822 14.755 20.518 -0.248 -0.305 -0.133
Si 4.423 12.574 20.453 0.104 -0.034 -0.205
Si 6.384 4.2 20.617 -0.05 0.038 -0.283
Si 9.869 1.517 20.475 0.088 -0.231 0.464
Si 6.522 10.268 20.505 -0.014 -0.093 -0.1
Si 9.257 6.806 20.834 0.042 -0.02 -0.085
Si 7.162 14.709 20.561 0.159 0.021 0.201
Si 9.489 12.648 20.356 0.069 -0.133 0.023
Si 12.914 3.825 20.464 0.174 0.663 -0.263
Si 15.168 0.733 20.55 -0.372 0.02 -0.177
Si 12.439 9.223 20.399 -0.189 0.321 0.432
Si 15.006 7.326 20.399 0.022 -0.102 0.239
Si 12.333 14.772 20.152 0.053 -0.062 0.239
Si 14.485 12.593 20.012 -0.171 -0.189 0.208
Si 13.887 0.238 23.431 0.211 0.14 0.339
Si 15.403 3.933 22.474 -0.111 -0.158 0.324
Si 4.691 15.019 22.416 0.125 -0.003 0.02
Si 10.724 4.829 22.541 0.32 0.019 0.472
Si 3.705 8.509 23.228 0.016 0.031 0.564
Si 6.026 9.335 24.842 -0.227 0.128 0.207
Si 4.787 4.861 27.557 -0.247 0.093 -0.327
Si 13.408 8.793 24.802 0.035 0.158 0.078
Si 11.33 12.255 22.965 -0.076 -0.049 0.505
Si 14.088 11.867 24.211 -0.159 -0.175 0.328
Si 16.388 12.259 22.277 -0.198 0.24 0.197
Si 9.774 2.936 26.148 -0.096 0.403 -0.073
Si 15.24 6.497 28.473 0.025 0.133 -0.405
Si 11.874 4.458 25.358 -0.084 0.041 0.264
Si 15.336 6.73 23.343 -0.062 0.165 0.508
Si 15.528 0.568 25.857 -0.07 0.184 0.074
Si 11.109 2.925 28.974 0.011 -0.075 -0.299
Si 4.374 14.327 25.608 0.138 -0.058 0.322
Si 9.834 1.196 23.514 0.175 -0.304 0.391
Si 4.281 6.93 25.515 0.01 -0.197 0.024
Si 15.924 14.581 27.843 -0.117 0.165 -0.444
Si 11.383 15.106 23.093 0.064 -0.026 0.306
Si 5.847 16.328 27.399 0.028 -0.083 -0.363
Si 8.075 8.794 22.657 -0.038 0.091 0.386
Si 8.226 2.986 22.299 -0.144 -0.062 0.533
Si 6.296 11.983 26.804 0.169 0.075 -0.385
Si 11.041 9.564 23.236 0.182 -0.026 0.524
Si 12.372 10.371 28.609 0.124 0.234 -0.327
Si 0.258 5.964 25.898 0.073 -0.167 -0.041
Si 2.832 4.609 25.645 -0.08 -0.282 -0.152
Si 2.186 13.188 27.423 -0.097 0.209 -0.391
Si 7.004 2.868 27.37 -0.05 -0.012 -0.452
Si 10.338 8.04 28.425 0.174 0.021 -0.412
Si 12.69 6.893 26.969 0.096 0.014 -0.577
Si 8.208 14.283 27.492 0.093 -0.173 -0.327
Si 13.298 13.021 27.023 -0.085 0.058 -0.158
Si 12.714 1.437 25.795 0.175 0.003 0.121
Si 11.145 15.393 27.311 0.21 -0.065 -0.114
Si 0.311 3.159 25.028 0.142 -0.103 0.348
Si 2.106 10.788 28.98 -0.357 -0.012 -0.226
O 16.259 15.261 29.299 -0.086 0.375 0.498
O 14.875 1.084 29.874 -0.105 0.333 0.473
O 3.79 1.639 29.954 0.022 -0.237 0.639
O 1.619 3.714 29.929 -0.133 0.149 0.474
O 1.91 3.542 24.801 -0.023 0.027 -0.041
O 15.993 5.151 28.987 -0.054 -0.214 0.028
O 3.564 3.918 26.945 0.25 0.151 0.038
O 3.931 7.053 29.938 0.089 0.059 0.408
O 0.517 10.987 29.395 0.026 0.156 -0.147
O 2.454 9.182 29.081 0.188 0.136 0.208
O 2.712 13.918 28.815 0.4 0.014 0.57
O 3.092 11.658 30.018 0.206 0.037 0.101
O 5.439 16.147 28.962 0.074 -0.021 0.461
O 4.694 15.727 26.405 0.001 -0.044 0.235
O 7.646 2.99 28.873 0.255 0.015 0.52
O 6.109 1.517 27.154 -0.022 0.236 0.212
O 5.028 4.845 29.155 0.157 0.194 0.26
O 6.159 4.203 26.966 0.114 -0.197 0.12
O 8.712 8.281 28.54 -0.043 0.103 0.22
O 10.51 7.147 29.799 0.027 0.012 0.264
O 6.976 9.718 29.807 -0.003 0.079 -0.315
O 5.792 11.601 28.332 -0.138 -0.277 1.241
O 9.694 12.332 30.091 -0.052 -0.113 0.54
O 8.144 14.201 29.117 -0.271 -0.231 0.608
O 12.681 2.481 29.172 -0.062 -0.001 0.311
O 12.964 15.296 23.496 0.057 -0.231 0.011
O 12.692 14.504 30.185 0.102 0.181 0.361
O 10.465 2.464 27.543 0.244 -0.031 0.219
O 11.108 4.566 29.162 -0.02 0.219 0.224
O 12.923 1.338 24.171 -0.187 0.169 -0.187
O 15.382 7.605 29.672 -0.308 0.075 0.21
O 11.992 11.195 29.93 -0.019 -0.032 0.249
O 13.757 12.815 25.482 -0.037 0.122 -0.118
O 14.787 12.484 30.293 -0.199 0.058 0.704
O 0.431 4.25 21.731 0.155 0.247 0.085
O 2.558 2.405 21.292 0.006 0.04 -0.297
O 4.051 0.111 22.023 -0.138 -0.071 -0.249
O 15.258 11.779 21.211 0.105 0.06 0.001
O 1.071 11.046 22.215 0.099 -0.275 -0.143
O 4.352 7.274 22.367 0.122 -0.289 -0.647
O 2.611 9.108 22.195 -0.391 0.266 -0.553
O 16.333 16.056 21.009 -0.067 0.192 -0.275
O 0.713 13.681 21.848 0.059 0.123 -0.304
O 4.845 9.625 23.711 0.051 0.188 -0.38
O 4.011 13.742 21.599 -0.251 -0.088 -0.364
O 5.344 5.418 20.95 0.281 -0.177 -0.13
O 6.773 3.685 22.176 -0.002 -0.202 -0.118
O 10.314 4.465 25.894 0.138 -0.273 0.113
O 10.554 1.47 22.055 0.039 0.001 -0.893
O 12.968 12.12 23.044 0.195 0.227 -0.528
O 7.445 10.044 21.855 -0.17 0.168 -0.168
O 9.357 4.012 22.896 -0.139 0.026 -0.085
O 6.28 15.066 21.949 0.218 -0.004 -0.363
O 4.49 14.674 24.015 0.049 0.236 -0.422
O 11.943 9.742 21.898 0.278 0.047 -0.302
O 10.624 12.172 21.489 -0.276 -0.033 -0.318
O 14.736 5.219 23.223 -0.127 -0.147 -0.312
O 11.786 4.693 23.761 -0.075 0.152 -0.165
O 14.241 3.403 21.437 -0.237 -0.013 -0.437
O 14.227 0.763 21.942 0.246 0.171 -0.628
O 13.655 8.194 20.831 0.408 0.038 -0.4
O 11.845 8.699 24.35 -0.075 0.108 -0.032
O 14.148 1.132 26.526 0.07 -0.197 -0.103
O 12.542 3.076 25.944 0.084 -0.003 -0.009
O 11.383 15.247 21.457 -0.113 -0.044 -0.579
O 8.336 13.621 21.097 0.025 0.031 -0.53
O 13.513 13.744 20.759 -0.137 0.01 -0.792
O 15.603 12.269 23.727 0.454 0.235 -0.508
O 15.238 0.027 24.333 -0.12 -0.187 -0.195
O 14.489 13.817 27.803 0.132 0.211 0.265
O 15.835 7.094 21.847 -0.168 0.085 -0.59
O 11.575 4.245 21.304 -0.101 -0.062 -0.073
O 9.661 8.857 22.893 -0.083 0.032 -0.272
O 8.617 2.601 20.746 -0.019 0.05 0.014
O 3.176 7.87 24.679 -0.024 -0.01 -0.202
O 5.444 11.414 21.1 0.104 -0.243 -0.51
O 10.905 13.659 23.654 0.195 0.074 -0.312
O 7.42 8.878 24.14 0.451 -0.021 -0.431
O 16.044 4.433 25.833 0.109 0.199 -0.207
O 10.26 16.06 23.815 -0.167 0.041 -0.407
O 15.938 6.873 27.036 -0.062 0.023 0.13
O 13.614 6.397 28.226 -0.191 -0.116 0.306
O 9.64 14.847 26.927 0.042 0.238 -0.069
O 14.241 7.802 23.837 0.105 -0.224 -0.133
O 4.434 6.404 27.085 0.184 0.048 0.22
O 13.396 8.239 26.342 0.146 -0.069 0.047
O 12.031 14.038 27.085 0.136 -0.189 0.158
O 8.262 1.622 23.246 -0.028 0.26 -0.157
O 10.731 11.04 23.877 0.197 -0.166 -0.242
O 12.767 5.691 25.888 0.069 0.138 0.085
O 0.143 6.704 24.444 0.124 0.024 -0.076
O 14.036 10.291 24.697 -0.09 -0.028 0.114
O 16.096 15.771 26.749 -0.042 -0.07 0.144
O 11.098 15.947 28.856 0.048 0.498 0.63
O 2.88 13.83 26.086 -0.014 0.025 0.011
O 5.328 13.068 26.043 -0.154 0.004 0.169
O 10.291 6.325 22.068 -0.167 -0.008 -0.149
O 1.836 5.782 26.24 0.005 0.316 0.133
O 3.998 5.423 24.787 0.099 0.184 0.22
O 2.369 11.543 27.527 0.291 -0.429 0.13
O 0.591 13.459 27.367 0.05 -0.175 -0.018
O 10.262 2.023 24.869 0.003 0.057 0.002
O 6.287 10.606 25.864 0.129 -0.137 -0.016
O 7.75 12.798 26.881 0.138 0.074 0.215
O 11.106 7.124 27.295 -0.221 -0.052 0.066
O 5.596 7.917 25.556 0.029 0.004 0.093
O 7.946 7.484 21.668 0.104 -0.067 -0.299
O 8.179 2.833 26.241 0.139 -0.279 0.066
O 10.034 2.184 30 -0.367 -0.076 0.025
O 7.164 15.448 27.041 0.101 0.23 -0.129
O 13.458 9.234 29.057 0.292 -0.311 0.144
O 11.023 9.524 28.196 -0.293 -0.123 -0.009
O 12.929 11.495 27.545 -0.203 -0.339 0.2
O 11.722 0.244 26.386 -0.304 0.054 0.203
O 0.243 1.768 25.866 0.114 0.093 0
O 15.841 2.882 23.668 -0.216 0.139 -0.421
Si 0.003 0.038 5.6 0.002 0.042 0.058
Si 2.749 2.728 5.416 -0.051 0.033 -0.087
Si 0.001 5.453 5.47 0.001 -0.044 -0.005
Si 2.753 8.233 5.449 0.027 0.036 0.01
Si 0.052 10.9 5.508 -0.013 0.025 0.037
Si 2.799 13.658 5.54 0.027 0.019 0.011
Si 5.467 0.017 5.41 -0.012 0.008 -0.1
Si 8.177 2.795 5.428 0.032 0.006 -0.014
Si 5.435 5.514 5.419 -0.015 0.017 0.012
Si 8.213 8.206 5.438 0.032 0.085 -0.05
Si 5.455 10.95 5.458 0.047 -0.019 -0.061
Si 8.129 13.69 5.503 -0.016 -0.028 -0.015
Si 10.841 0.097 5.552 0.132 -0.011 0.072
Si 13.616 2.788 5.52 0.067 -0.01 -0.011
Si 10.921 5.467 5.396 -0.04 -0.016 -0.1
Si 13.685 8.133 5.47 -0.077 -0.089 -0.013
Si 10.883 10.905 5.512 0.009 -0.014 -0.016
Si 13.661 13.666 5.627 -0.065 -0.015 0.081
Si 1.402 1.418 6.877 -0.074 -0.012 0.037
Si 4.094 4.121 6.79 0.002 -0.009 0.012
Si 1.383 6.839 6.807 0.009 -0.056 -0.006
Si 4.102 9.584 6.839 -0.047 0.018 -0.004
Si 1.401 12.287 6.879 0.022 -0.058 -0.04
Si 4.142 15.067 6.856 -0.009 -0.042 0.012
Si 6.817 1.402 6.791 -0.025 0.015 -0.021
Si 9.557 4.131 6.809 0.048 -0.062 -0.023
Si 6.827 6.846 6.797 0.017 -0.032 0.03
Si 9.532 9.545 6.87 0.005 0.029 0.035
Si 6.792 12.305 6.864 -0.008 0.056 0.013
Si 9.502 15.065 6.871 0.022 0.002 -0.027
Si 12.259 1.423 6.895 -0.09 0.03 0.012
Si 15.022 4.131 6.863 -0.06 0.061 0.022
Si 12.285 6.795 6.825 0.064 0.035 -0.008
Si 15.044 9.527 6.84 0.012 0.028 -0.05
Si 12.255 12.268 6.894 0.054 0.021 0.024
Si 15.04 15.054 6.94 0.016 -0.059 0.011
Si 0.005 2.77 8.226 0.029 -0.004 -0.008
Si 2.758 0.023 8.221 -0.004 0.002 -0.002
Si 0.014 8.175 8.206 -0.032 0.024 -0.006
Si 2.738 5.472 8.186 -0.015 0.005 -0.003
Si 0.024 13.656 8.243 -0.045 0.01 0.012
Si 2.748 10.917 8.241 -0.013 0.045 0.018
Si 5.458 2.762 8.174 0.003 -0.028 -0.003
Si 8.148 0.043 8.216 0.015 -0.051 -0.002
Si 5.467 8.199 8.193 0.016 0.03 -0.006
Si 8.183 5.482 8.182 -0.006 0.015 0.008
Si 5.459 13.682 8.24 -0.001 -0.008 0.018
Si 8.163 10.926 8.223 0.052 0.012 -0.012
Si 10.893 2.786 8.234 0.077 0.004 0.024
Si 13.641 0.037 8.248 0.01 -0.018 -0.001
Si 10.92 8.168 8.203 -0.001 0.01 -0.011
Si 13.65 5.473 8.231 -0.016 -0.05 0.017
Si 10.887 13.676 8.222 0.028 -0.006 0
Si 13.662 10.893 8.213 -0.027 0.014 0.012
Si 1.382 4.126 9.588 -0.062 0.019 0.015
Si 4.113 1.404 9.576 -0.012 -0.011 -0.007
Si 1.376 9.534 9.584 -0.02 0.007 0
Si 4.102 6.829 9.568 0.008 -0.021 0
Si 1.389 15.046 9.585 -0.002 -0.027 -0.005
Si 4.1 12.298 9.598 -0.032 0.009 -0.006
Si 6.818 4.12 9.558 0.028 -0.012 -0.01
Si 9.525 1.404 9.58 0.012 -0.022 -0.015
Si 6.815 9.548 9.593 -0.016 0.034 0.002
Si 9.547 6.821 9.58 0.028 0.011 -0.011
Si 6.812 15.062 9.593 0.001 -0.017 -0.004
Si 9.533 12.293 9.587 -0.001 0.029 0
Si 12.281 4.121 9.603 -0.019 -0.01 0.011
Si 15.037 1.399 9.594 -0.005 -0.019 -0.005
Si 12.291 9.525 9.575 0.025 0.005 0
Si 15.041 6.827 9.582 -0.017 0.017 -0.005
Si 12.27 15.043 9.583 0.004 -0.009 -0.003
Si 15.039 12.269 9.573 0.002 0.019 -0.003

Results
total energy: -85938.495 eV
total energy less fixed offsets of O -438.35, Si -107.03 eV per atom: 15.945 eV
